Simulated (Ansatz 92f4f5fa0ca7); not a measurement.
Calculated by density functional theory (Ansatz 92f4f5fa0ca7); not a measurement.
Periodic cell of 224 atoms, Si132O90B1H1, from a study of silicon, its oxide and their interface. The atomic structure is a simulated model.
Doubt: the cutoff is far below the 930 eV that the study's wrapper takes by default for these files, so forces and energies are approximate.
This geometry differs little from another in the collection (a relaxation step or a small displacement).

Settings
functional: PBE
potential files: Ansatz PAW
basis: plane waves
wave-function cutoff: 580 eV
density cutoff ratio: 5
exchange-correlation grid ratio: 1
k mesh: 1 x 1 x 1, Gamma-centred
self-consistency stop: 5e-08 eV per atom in the density residual
occupations: fixed
spin: none
net charge: 0

Cell vectors (angstrom)
a, 10.938, 0, 0
b, 0, 10.938, 0
c, 0, 0, 33.1631

Atoms and the computed forces on them: element, x, y, z (angstrom), force x, y, z (eV/angstrom)
Si, 0.4639, -0.3486, 25.7947, -0.01, 0.0075, 0.015
Si, 5.3405, 0.3283, 25.6302, 0.0006, 0.0026, -0.0031
Si, 2.9573, 2.4209, 25.6222, -0.0022, 0.0037, 0.0099
Si, 7.975, 3.0309, 25.9233, 0.0009, -0.0044, 0.0004
Si, -0.2744, 5.6383, 25.6206, -0.001, -0.0013, -0.0051
Si, 5.879, 5.3201, 25.7232, -0.0053, -0.0003, 0.0057
Si, 2.6519, 8.321, 25.544, -0.0006, 0.0009, -0.0058
Si, 8.5818, 8.0256, 25.654, -0.0025, 0.0066, 0.011
Si, 1.5109, 1.297, 27.0968, -0.0029, -0.0018, -0.0062
Si, 6.8, 1.4114, 27.1185, 0.0044, -0.0055, 0.0013
Si, 4.1273, 4.1239, 26.8627, -0.0011, -0.0016, -0.0071
Si, 9.6054, 4.1616, 27.125, 0.0029, -0.0049, 0.001
Si, 1.4042, 6.7918, 26.8881, 0.0025, -0.0057, 0.0011
Si, 6.9863, 6.8829, 27.0427, -0.0004, 0.0027, -0.0076
Si, 4.2012, 9.552, 26.8802, 0.0038, -0.0029, 0.0018
Si, 9.7008, 9.5386, 27.0473, 0.0004, 0.0013, -0.0074
Si, 2.843, -0.0909, 28.4041, -0.0015, 0.0038, -0.0013
Si, 8.2335, -0.0214, 28.3617, 0.0008, 0, -0.0024
Si, 0.0474, 2.6952, 28.3751, 0.0008, -0.0018, -0.002
Si, 5.4113, 2.7843, 28.3984, -0.0019, 0.0004, -0.0001
Si, 2.751, 5.4429, 28.306, 0.0014, -0.0008, 0.0025
Si, 8.2296, 5.4862, 28.4603, 0.0007, 0.0026, 0.0013
Si, 0.0699, 8.1332, 28.3861, -0.0029, 0.0036, -0.0009
Si, 5.507, 8.1984, 28.3384, 0.0003, -0.0011, 0.0019
Si, 4.1018, 1.3673, 29.7449, 0.0754, -0.0348, 0.2758
Si, 9.5708, 1.3673, 29.7449, 0.0595, -0.0649, -0.1009
Si, 1.3673, 4.1018, 29.7449, 0.2104, -0.0179, -0.2089
Si, 6.8362, 4.1018, 29.7449, -0.2124, 0.0737, 0.2374
Si, 4.1018, 6.8362, 29.7449, 0.0115, -0.0483, -0.4905
Si, 9.5708, 6.8362, 29.7449, 0.3845, 0.1339, 0.541
Si, 1.3673, 9.5708, 29.7449, 0.2751, -0.3046, 0.0779
Si, 6.8362, 9.5708, 29.7449, 0.0868, -0.0203, -0.1328
Si, 0, 0, 31.1121, -0.0015, 0.0271, -0.0372
Si, 5.469, 0, 31.1121, 0.0665, 0.1812, -0.0059
Si, 2.7345, 2.7345, 31.1121, -0.046, -0.0674, -0.0083
Si, 8.2035, 2.7345, 31.1121, -0.0503, 0.0188, -0.0256
Si, 0, 5.469, 31.1121, -0.0685, 0.0947, 0.0038
Si, 5.469, 5.469, 31.1121, 0.0663, -0.0186, 0.0025
Si, 2.7345, 8.2035, 31.1121, -0.0847, 0.0756, 0.0171
Si, 8.2035, 8.2035, 31.1121, 0.0785, 0.0481, -0.0074
Si, 1.3673, 1.3673, 32.4794, -0.0064, 0.0301, -0.0039
Si, 6.8362, 1.3673, 32.4794, 0.03, -0.0846, -0.0079
Si, 4.1018, 4.1018, 32.4794, 0.003, 0.0006, -0.0176
Si, 9.5708, 4.1018, 32.4794, 0.0629, -0.0262, -0.0339
Si, 1.3673, 6.8362, 32.4794, 0.0599, -0.0833, -0.0147
Si, 6.8362, 6.8362, 32.4794, -0.018, 0.0135, -0.0084
Si, 4.1018, 9.5708, 32.4794, 0.0431, -0.062, -0.037
Si, 9.5708, 9.5708, 32.4794, -0.0338, -0.0141, -0.011
Si, 2.7345, 0, 0.6835, -0.0146, 0.0081, 0.0064
Si, 8.2035, 0, 0.6835, 0.0118, 0.0739, 0.0494
Si, 0, 2.7345, 0.6835, -0.0965, 0.0258, 0.0105
Si, 5.469, 2.7345, 0.6835, 0.0185, 0.0137, 0.0132
Si, 2.7345, 5.469, 0.6835, -0.032, 0.0265, 0.0401
Si, 8.2035, 5.469, 0.6835, -0.0012, -0.0133, 0.0088
Si, 0, 8.2035, 0.6835, -0.0034, 0.0011, 0.008
Si, 5.469, 8.2035, 0.6835, -0.03, 0.0851, 0.0045
Si, 4.1018, 1.3673, 2.0507, -0.0193, -0.031, 0.0403
Si, 9.5708, 1.3673, 2.0507, 0.0865, -0.0194, -0.0165
Si, 1.3673, 4.1018, 2.0507, -0.0511, -0.1261, -0.0192
Si, 6.8362, 4.1018, 2.0507, 0.0058, 0.0029, 0.0394
Si, 4.1018, 6.8362, 2.0507, 0.0852, -0.0317, -0.02
Si, 9.5708, 6.8362, 2.0507, -0.0215, 0.0049, 0.0326
Si, 1.3673, 9.5708, 2.0507, -0.0052, 0.0157, 0.0398
Si, 6.8362, 9.5708, 2.0507, -0.0659, -0.1691, -0.0286
Si, 0, 0, 3.418, 0.0435, 0.3523, -0.3486
Si, 5.469, 0, 3.418, -0.2297, -0.1704, 0.147
Si, 2.7345, 2.7345, 3.418, -0.3115, -0.0241, -0.0109
Si, 8.2035, 2.7345, 3.418, 0.048, 0.0735, 0.1406
Si, 0, 5.469, 3.418, 0.0201, -0.0818, 0.1728
Si, 5.469, 5.469, 3.418, -0.0792, 0.2426, -0.2107
Si, 2.7345, 8.2035, 3.418, 0.0703, 0.0351, 0.2443
Si, 8.2035, 8.2035, 3.418, -0.3819, -0.1508, -0.3457
Si, 1.3356, 1.3685, 4.8126, -0.0006, -0.0039, 0.0017
Si, 6.7921, 1.3889, 4.7699, 0.0004, 0.0009, -0.0037
Si, 4.035, 4.1702, 4.7436, 0.0008, -0.0023, -0.006
Si, 9.5605, 4.112, 4.8193, 0.0002, -0.0001, -0.0005
Si, 1.3576, 6.8435, 4.8009, 0.0002, -0.0004, -0.0032
Si, 6.8077, 6.8428, 4.7942, 0.0042, -0.0005, -0.0018
Si, 4.075, 9.5751, 4.8504, 0.0009, -0.0003, -0.0002
Si, 9.504, 9.6286, 4.6867, 0.0018, 0.0008, -0.0012
Si, 2.6197, -0.0604, 6.2373, -0.0006, 0.0017, 0.0048
Si, 8.1431, -0.0078, 6.1, -0.0019, 0.0027, 0.0016
Si, -0.0393, 2.7397, 6.2243, -0.004, 0.0031, -0.0004
Si, 5.3276, 2.7268, 6.0422, 0.0027, -0.0059, 0.0079
Si, 2.7172, 5.4978, 6.2324, -0.0048, 0.0059, 0.0031
Si, 8.1192, 5.422, 6.1741, 0.0022, 0.001, 0.0058
Si, -0.1386, 8.2222, 5.9926, -0.0021, -0.0004, 0.0081
Si, 5.4453, 8.1888, 6.2331, -0.0041, 0.0043, -0.0001
Si, 3.7694, 1.6205, 7.4173, 0.0054, -0.0125, -0.0056
Si, 9.6762, 1.1133, 7.4603, 0.0024, 0.0002, -0.0024
Si, 1.5817, 3.8871, 7.5385, -0.0028, -0.0015, 0.0037
Si, 6.4982, 4.198, 7.4162, 0.0085, -0.001, -0.0001
Si, 4.3756, 6.5524, 7.5941, -0.0009, 0.005, 0.0074
Si, 9.2514, 7.1165, 7.3535, 0.0027, -0.0073, -0.0132
Si, 0.8822, 9.7298, 7.4414, 0.0051, -0.0007, -0.0113
Si, 7.0614, 9.3716, 7.4996, 0.0006, -0.0012, -0.0016
O, 9.604, 6.8226, 25.1156, 0.0015, -0.003, 0.0007
O, 4.143, 1.3652, 25.1003, 0.0026, -0.0012, 0.0001
O, 8.1817, 8.2345, 7.9683, -0.0017, 0.0021, 0.0025
O, 2.696, 2.7475, 8.0014, 0.0006, 0.0044, -0.0033
O, 6.9191, 4.1173, 25.2398, -0.0004, 0.0007, 0.0022
O, 1.5182, 9.4739, 25.1424, 0.0012, -0.0026, -0.0022
O, 5.4787, 5.378, 7.9365, -0.0055, 0.0016, -0.0073
O, -0.1269, 0.0088, 7.9104, -0.0028, 0.0022, 0.0041
O, 6.9383, 3.3595, 8.7711, -0.003, 0.0018, 0.0033
O, 6.5245, 10.1243, 8.8777, -0.0004, 0.0005, 0.0042
O, 10.133, 6.5406, 8.6136, 0.0008, -0.0007, 0.007
O, 1.0979, 8.8281, 8.8036, 0.0001, -0.0002, 0.0062
O, 4.598, 1.0457, 8.7061, -0.0019, 0.002, 0.0031
O, 1.0115, 4.6018, 8.9309, 0.003, -0.0013, 0.0024
O, 8.9057, 1.5389, 8.8638, 0.0005, -0.0021, 0.0024
O, 3.9428, 7.0264, 9.1121, 0.0037, -0.0035, 0.0004
O, 8.0584, 8.8736, 24.332, -0.0001, -0.0007, -0.0056
O, 8.7701, 2.2824, 24.719, 0, 0.0011, -0.0014
O, 5.5559, 6.2641, 24.397, 0.0003, -0.0003, -0.0035
O, 2.0093, 2.8391, 24.3259, -0.0022, 0.0017, -0.0075
O, 10.7846, 0.4162, 24.4952, -0.0014, 0.0017, -0.0059
O, 0.1777, 4.7785, 24.2774, -0.001, 0.0017, -0.001
O, 7.1752, 11.8313, 20.5002, -0.001, -0.0003, -0.0014
O, 6.2348, 10.8034, 24.3157, -0.0014, 0.0002, -0.0011
Si, 9.6982, 1.367, 23.7769, 0.0052, -0.0057, 0.0077
Si, 4.7166, 6.3635, 20.4106, 0.0006, 0.0012, 0.0005
Si, 1.0181, 8.869, 10.4315, -0.0033, 0.0009, -0.0092
Si, 17.2571, 5.2464, 15.9103, -0.0016, 0.0004, 0.0026
Si, 7.1528, 2.1695, 19.4627, 0.0014, 0.001, -0.0002
Si, 19.2347, 14.3011, 12.6152, -0.0008, -0.0009, -0.0039
Si, 10.9154, 4.949, 16.7874, -0.0005, -0.0151, -0.0066
Si, 9.1086, -0.7226, 16.4056, -0.0005, 0.0006, -0.0039
Si, 15.2876, 10.4391, 19.0062, -0.0013, -0.0011, -0.0017
Si, 12.4883, 2.9525, 18.3076, -0.0007, -0.0034, 0.0001
Si, 8.3267, 2.9236, 9.5011, -0.0018, 0.0008, -0.0061
Si, 2.9012, 7.8866, 18.4167, -0.0022, 0.0055, 0.001
Si, 11.41, 1.0236, 16.2835, -0.0012, -0.0046, -0.0003
Si, 0.3399, 13.597, 13.557, 0.0014, 0.0001, -0.0007
Si, 4.1161, 2.4077, 20.0062, 0.0006, -0.0023, 0.0004
Si, 6.053, 2.4159, 14.4323, -0.0017, 0.0034, -0.0018
B, 6.7847, 6.0309, 18.5687, -0.0003, 0.0005, -0.0018
Si, 5.1872, 10.7574, 9.581, -0.0027, 0.0031, -0.0097
Si, 15.2397, 6.5635, 23.405, 0.0009, -0.0028, 0.005
Si, 17.8287, 10.2097, 20.5506, 0.0002, -0.0005, 0.0012
Si, 3.1042, 4.3028, 21.8751, 0.0018, 0.0006, 0.0045
Si, 11.3661, 9.5317, 14.7911, 0.001, -0.0252, 0.0099
Si, 6.4375, 11.5422, 16.9283, 0.0006, -0.0019, -0.0007
Si, 5.2274, 8.2879, 13.1095, -0.001, -0.0006, -0.0027
Si, 10.5005, 5.1849, 9.4228, -0.0029, 0.0037, -0.008
Si, 3.6599, 6.9235, 15.4475, 0.0006, -0.0046, -0.001
Si, 7.4999, 10.1616, 23.4939, 0.0025, -0.0007, 0.008
Si, -2.2793, 8.3187, 18.7512, -0.002, 0.0007, -0.0012
Si, -0.4359, 6.7598, 12.0486, 0, 0.0017, -0.0038
Si, 1.5466, 10.9664, 12.3187, -0.0017, -0.001, -0.0026
Si, 10.9596, 6.6696, 19.0177, 0.0006, 0.0082, 0.0176
Si, 3.816, 8.1079, 10.317, -0.0005, -0.0009, -0.0087
Si, 0.8125, 3.5284, 23.428, 0.0005, -0.003, 0.0094
Si, 9.871, 3.7964, 19.0842, -0.0026, -0.0027, 0.0018
Si, 4.7793, 11.276, 12.5424, 0.0016, 0.0004, -0.0036
Si, 7.765, 6.2834, 13.5132, 0.0001, 0.0004, -0.0007
Si, 1.2753, 5.3437, 14.1237, 0.0029, 0.0046, -0.0017
O, 9.9396, 7.7842, 19.6108, 0.0018, -0.002, -0.0022
O, 5.0285, 1.766, 13.3188, -0.0013, -0.0006, -0.0003
O, 11.1703, 2.8077, 19.3035, 0.0011, 0.0005, -0.001
O, 7.235, 12.5452, 17.9383, -0.0006, 0.0004, 0.0005
O, 4.0692, 7.9441, 14.2285, -0.0003, 0.0013, -0.0015
O, 3.8547, 0.8186, 19.8176, -0.0006, 0.0015, -0.0011
O, 2.322, 8.0355, 10.9446, 0.0011, -0.0007, 0.0042
O, -1.24, 4.0468, 17.4423, 0.002, 0.0024, -0.0035
O, 7.6492, 4.8788, 12.6506, -0.0001, -0.0004, 0.0013
O, 9.2925, -2.0145, 17.3767, -0.001, -0.0023, 0.0015
O, 5.8119, 14.8333, 15.1118, -0.0006, 0.0009, -0.0017
O, 5.425, 9.9222, 13.2392, -0.0007, 0.0004, 0.0013
O, 10.6894, 8.1235, 11.1562, 0.0002, -0.0003, 0.0041
O, 17.576, 5.1142, 17.5301, 0.0003, -0.0002, 0.0014
O, 1.214, 10.6159, 15.7423, -0.0019, 0.0024, -0.0047
O, 5.8693, 12.3458, 15.6707, 0.0009, -0.0048, 0.0041
O, 1.5555, 7.2472, 19.1372, -0.003, -0.002, -0.0012
O, 19.3915, 3.191, 19.6798, -0.0008, -0.0003, -0.0003
O, 7.6292, 18.0429, 18.395, 0.0004, -0.0005, -0.0012
O, 12.459, 1.6386, 17.354, 0.0005, 0.0038, 0.0016
O, 3.1621, 11.0929, 12.4274, -0.0037, 0.0004, 0.0015
O, 3.2976, 7.647, 24.1433, 0, 0.0002, -0.0005
O, 18.9344, 9.5266, 19.5847, -0.0008, 0.0007, 0.0011
O, 9.3971, 4.0626, 9.0785, -0.0003, -0.0007, 0.004
O, 11.921, 9.7842, 13.2975, 0.0011, 0.0074, -0.007
O, 3.8035, 2.8504, 21.5604, -0.0015, 0.0006, -0.001
O, 4.8342, 7.052, 21.9168, 0.0005, 0, -0.0011
O, 1.1057, 10.4516, 10.8363, -0.0007, 0.0004, 0.0045
O, 5.0601, 6.2559, 15.9014, -0.0022, 0.0012, -0.0018
O, 18.4509, 10.4779, 16.3327, -0.0013, 0.002, 0.0005
O, -2.8287, 2.7781, 11.1019, 0.0005, 0.0004, 0.0045
O, 6.6032, 7.4183, 13.3096, -0.0009, 0.0003, 0
O, 5.6647, 2.8519, 19.6607, -0.0009, 0.0006, -0.0007
O, 10.9615, 5.1307, 15.1901, -0.0033, -0.0004, 0.0037
O, 16.0973, 10.8193, 17.6331, -0.0003, 0.0005, 0.0016
O, 9.968, 11.5151, 16.952, 0.0017, 0.0024, -0.001
O, 0.1712, 2.0944, 15.0848, -0.0009, -0.0008, 0.0018
O, 3.591, 5.0895, 23.2265, 0.0013, 0.0021, -0.0035
O, 13.9604, -3.35, 16.8136, 0.0016, 0.0024, -0.0008
O, 11.6788, 8.0073, 15.2254, -0.0017, 0.0084, 0.0493
O, 5.4858, 11.3579, 11.0642, 0.0012, -0.0001, 0.0003
O, 4.0588, -1.355, 9.656, 0.0007, 0.0004, 0.0052
O, 8.6517, 11.2644, 23.077, -0.0031, -0.0017, -0.0044
O, 4.8154, 7.8678, 11.5768, -0.0006, 0.0005, 0.004
O, 10.6078, 2.4472, 22.9318, 0.0004, 0.0026, -0.0039
O, 3.5529, 5.2281, 20.605, -0.0009, 0.0002, -0.0009
O, 7.6303, 5.854, 15.1071, 0.0003, -0.0001, -0.0015
O, -0.5437, 5.4988, 11.0086, 0.0006, -0.001, 0.001
O, 9.7445, 9.8393, 14.9385, -0.0028, 0.0024, 0.001
O, 0.8274, 12.3928, 12.5852, -0.0002, -0.0014, -0.0006
O, 6.9706, 9.6287, 22.0582, -0.0003, 0.0006, -0.0037
O, 1.4732, 3.8393, 13.4986, -0.001, -0.001, 0.0012
O, 4.1865, 7.2964, 19.2047, 0.0006, -0.0021, 0.0007
O, 2.6484, 5.7882, 14.8604, -0.0009, -0.0006, -0.002
O, 9.8698, 14.2234, 13.0245, -0.0019, 0.0008, 0.0004
O, 3.0506, 9.5078, 18.6666, 0.0001, -0.0006, -0.0009
O, 9.19, 6.9253, 13.0229, -0.0013, 0, 0.0006
O, 17.0876, 5.8459, 19.7978, -0.0019, -0.0004, 0.001
O, 0.854, 6.4043, 12.974, -0.0002, -0.0025, 0.0009
O, 10.7636, 6.4736, 17.3878, -0.0046, 0.0056, -0.0056
O, 16.3639, 9.739, 20.0117, -0.0002, 0.001, -0.0005
O, 1.4944, 4.0997, 22.0496, -0.0014, 0.0002, -0.004
O, 10.4238, 5.2506, 19.6972, 0.0013, 0.0032, -0.003
O, 23.2495, 4.3034, 17.3797, -0.0013, 0.0018, 0.0004
O, 13.9356, 3.0914, 19.0174, -0.0002, 0.0008, -0.0009
O, 7.5163, 2.4288, 13.707, 0.001, 0.0001, -0.0008
H, 11.2458, 7.6699, 16.04, 0.0043, 0.0093, -0.0481

Results
free energy: -135271.484 eV
free energy less fixed offsets of B -154.04, H -15.97, O -568.88, Si -635.61 eV per atom: -1.754 eV

The program warned: the cutoff lies below the one the program advises for these potential files; the forces do not sum to zero within the program's tolerance; the exchange-correlation potential is rough where the density is thin.
